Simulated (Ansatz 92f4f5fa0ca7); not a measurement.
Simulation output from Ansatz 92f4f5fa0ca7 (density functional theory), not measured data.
Periodic cell of 226 atoms, Si134O92, from a study of silicon, its oxide and their interface. The atomic structure is a simulated model.
Doubt: the cutoff is far below the 930 eV that the study's wrapper takes by default for these files, so forces and energies are approximate.
This geometry differs little from another in the collection (a relaxation step or a small displacement).

Settings
functional: PBE
potential files: Ansatz PAW
basis: plane waves
wave-function cutoff: 580 eV
density cutoff ratio: 5
exchange-correlation grid ratio: 1
k mesh: 1 x 1 x 1, Gamma-centred
self-consistency stop: 5e-08 eV per atom in the density residual
occupations: fixed
spin: none
net charge: 0

Cell vectors (angstrom)
a	10.938	0	0
b	0	10.938	0
c	0	0	32.2638

Atoms and the computed forces on them: element, x, y, z (angstrom), force x, y, z (eV/angstrom)
Si	0.2439	-0.3706	24.8463	-0.0044	-0.1522	-0.0796
Si	5.1606	0.2805	24.7103	-0.21	-0.0186	-0.053
Si	2.9557	2.6265	24.7125	0.1752	0.0205	-0.1937
Si	7.9902	3.0906	24.972	-0.0167	0.199	-0.0318
Si	-0.3703	5.6668	24.8852	-0.1527	0.0543	0.0007
Si	5.6894	5.2589	24.7869	0.0149	-0.0983	-0.0342
Si	2.6281	8.4398	24.6191	-0.0101	0.1131	-0.1238
Si	8.5354	8.0912	24.9221	0.1247	-0.0494	0.0214
Si	1.3364	1.4153	25.9685	-0.0553	0.0201	0.0932
Si	6.8481	1.3343	26.024	-0.0081	-0.0134	0.0449
Si	4.1382	4.0948	26.1267	0.0253	-0.0207	0.069
Si	9.4865	4.2092	26.3665	-0.0276	0.0397	0.0071
Si	1.4436	6.7884	25.9344	0.0329	0.0033	0.069
Si	6.7957	6.9357	26.0412	0.0091	0.0121	0.0868
Si	4.057	9.638	26.082	-0.0512	0.0291	0.0442
Si	9.7111	9.5138	26.3408	0.0287	-0.0598	-0.0317
Si	2.673	0.063	27.4504	0.0663	-0.0687	0.0014
Si	8.2135	0.001	27.4739	0.0156	-0.0215	-0.0028
Si	-0.0007	2.7282	27.4748	-0.0264	0.0313	-0.0368
Si	5.5015	2.6902	27.4753	-0.0347	0.0605	-0.0205
Si	2.7437	5.4647	27.4415	0.007	-0.0051	-0.056
Si	8.0891	5.5988	27.5647	-0.0112	-0.0241	-0.0624
Si	0.1317	8.0748	27.5252	-0.0109	0.041	-0.0029
Si	5.426	8.2571	27.4509	0.0139	-0.0225	-0.0649
Si	4.1018	1.3673	28.8456	-0.1009	-0.0555	-0.0391
Si	9.5708	1.3673	28.8456	-0.0358	0.0195	0.0089
Si	1.3673	4.1018	28.8456	0.0982	-0.0029	-0.1868
Si	6.8362	4.1018	28.8456	-0.2861	-0.0063	0.2392
Si	4.1018	6.8362	28.8456	-0.0846	0.0938	-0.2485
Si	9.5708	6.8362	28.8456	0.1527	0.0771	0.5188
Si	1.3673	9.5708	28.8456	0.2438	-0.0125	0.089
Si	6.8362	9.5708	28.8456	-0.0509	0.0796	-0.1345
Si	0	0	30.2128	-0.0807	-0.1258	-0.0285
Si	5.469	0	30.2128	-0.0488	-0.0521	-0.0139
Si	2.7345	2.7345	30.2128	0.0902	0.0583	-0.0059
Si	8.2035	2.7345	30.2128	0.0938	0.11	-0.0124
Si	0	5.469	30.2128	-0.1868	-0.1027	0.017
Si	5.469	5.469	30.2128	-0.0527	-0.1577	0.0082
Si	2.7345	8.2035	30.2128	0.0984	0.1657	0.0223
Si	8.2035	8.2035	30.2128	0.1858	0.1144	0.0068
Si	1.3673	1.3673	31.5801	-0.0225	-0.0381	-0.0395
Si	6.8362	1.3673	31.5801	-0.0287	-0.0139	-0.0413
Si	4.1018	4.1018	31.5801	-0.0322	0.0801	0.0174
Si	9.5708	4.1018	31.5801	0.0517	-0.0227	0.0218
Si	1.3673	6.8362	31.5801	0.0073	0.0196	-0.0496
Si	6.8362	6.8362	31.5801	0.0268	-0.0148	-0.046
Si	4.1018	9.5708	31.5801	0.025	-0.0444	0.0068
Si	9.5708	9.5708	31.5801	-0.0774	0.061	0.0183
Si	2.7345	0	0.6835	0.0528	-0.0485	-0.0283
Si	8.2035	0	0.6835	0.0234	0.0161	0.0135
Si	0	2.7345	0.6835	0.0083	-0.0057	0.0361
Si	5.469	2.7345	0.6835	-0.0128	0.0276	0.0402
Si	2.7345	5.469	0.6835	-0.032	-0.0208	0.0113
Si	8.2035	5.469	0.6835	0.008	-0.0172	-0.0122
Si	0	8.2035	0.6835	-0.0159	-0.0041	0.0368
Si	5.469	8.2035	0.6835	0.0308	0.032	0.0315
Si	4.1018	1.3673	2.0507	-0.0817	-0.1284	0.0014
Si	9.5708	1.3673	2.0507	-0.0802	-0.1299	0.0236
Si	1.3673	4.1018	2.0507	-0.0369	0.0313	-0.016
Si	6.8362	4.1018	2.0507	0.1167	0.1269	0.0036
Si	4.1018	6.8362	2.0507	-0.0579	-0.0516	0.0097
Si	9.5708	6.8362	2.0507	-0.0855	-0.0424	0.0206
Si	1.3673	9.5708	2.0507	0.0902	0.1577	-0.0213
Si	6.8362	9.5708	2.0507	0.0303	0.0229	0.0066
Si	0	0	3.418	0.3027	0.2375	-0.4908
Si	5.469	0	3.418	-0.057	0.0844	-0.3261
Si	2.7345	2.7345	3.418	-0.0943	0.0597	0.2848
Si	8.2035	2.7345	3.418	-0.0497	0.192	0.3183
Si	0	5.469	3.418	-0.0601	-0.5139	-0.1595
Si	5.469	5.469	3.418	-0.0409	-0.2219	0.0249
Si	2.7345	8.2035	3.418	0.0307	-0.0564	0.0559
Si	8.2035	8.2035	3.418	-0.0775	-0.0539	-0.2035
Si	1.2757	1.425	4.8114	0.0267	-0.0129	-0.001
Si	6.7717	1.3931	4.7773	0.0855	-0.015	0.0628
Si	4.1651	4.0369	4.823	-0.0849	-0.0033	0.0492
Si	9.5997	4.0881	4.8491	0.0136	-0.0055	0.0312
Si	1.3998	6.746	4.7473	-0.0216	0.0413	0.1194
Si	6.8073	6.8473	4.7727	0.052	0.0092	0.0459
Si	4.1053	9.6016	4.7653	0.0689	-0.0087	0.0822
Si	9.6532	9.5304	4.6957	-0.0556	0.0281	0.1032
Si	2.6552	0.0149	6.0623	-0.0374	-0.0138	-0.0944
Si	8.3112	0.0513	5.9211	-0.0603	-0.0304	-0.1112
Si	-0.0104	2.7389	6.3945	0.0004	0.0626	-0.0097
Si	5.394	2.6211	6.3475	0.0802	0.0228	-0.1523
Si	2.7862	5.4102	6.1494	0.0552	0.0034	-0.011
Si	8.1511	5.4567	6.1305	-0.0146	-0.0321	-0.0183
Si	-0.0348	8.0674	6.0621	0.0381	-0.0549	-0.1476
Si	5.4973	8.2635	6.1598	-0.3328	-0.1344	-0.1727
Si	3.6825	1.4322	7.6161	-0.0481	0.0696	0.4385
Si	9.185	1.529	7.5606	-0.0775	0.0282	0.043
Si	1.6508	3.9579	7.6558	0.0946	-0.1232	-0.0018
Si	7.0157	3.9101	7.5069	0.0844	-0.0575	0.0127
Si	3.9261	7.0484	7.4262	-0.1146	0.004	-0.1066
Si	9.2853	7.0404	7.4598	-0.1418	0.0616	0.0418
Si	1.5708	9.2414	7.2195	0.0769	-0.0441	0.0993
Si	7.1798	9.4638	7.2234	0.3598	0.2458	0.1842
O	6.8511	4.1509	24.3754	0.0513	-0.0702	0.0155
O	1.4121	9.5293	24.2156	-0.0016	-0.0009	0.0501
O	6.6175	-2.4481	12.4147	0.002	0.0033	-0.013
O	2.7656	8.1923	7.7347	0.051	-0.0268	-0.0259
O	4.1934	0.2944	11.5292	0.0026	-0.0032	-0.0272
O	8.2083	8.2721	7.7966	0.127	-0.1021	-0.0251
O	5.5869	10.4926	23.2867	0.0144	0.0166	0.0202
O	-0.1512	4.7624	23.5202	-0.0198	-0.0004	0.0456
O	4.0027	0.4197	8.916	-0.0012	0.0092	-0.1913
O	9.2447	0.6298	8.9863	-0.0177	-0.023	-0.0198
O	0.8181	9.7706	8.5931	-0.005	0.0019	-0.0288
O	3.0003	1.7951	13.444	-0.0084	0.0152	-0.0035
O	9.8468	6.3589	8.8649	0.0206	-0.0005	-0.0154
O	1.1416	4.8982	8.9456	-0.0104	0.0335	0.0053
O	6.5284	4.6866	8.8835	-0.0111	0.0109	-0.0157
O	4.4765	6.4032	8.8434	0.0136	-0.0042	0.0441
O	7.8588	0.268	22.1681	0.0105	-0.0074	0.0605
O	8.9726	2.6626	23.7201	-0.0228	0.0364	0.0417
O	2.43	3.411	23.3314	-0.0195	0.0032	0.0662
O	10.109	0.0548	23.6536	0.0082	-0.0356	0.0555
O	10.8148	11.3593	19.9788	-0.0069	0.0019	0.0087
O	7.9679	8.132	19.8308	-0.008	0.0064	0.0038
O	4.9758	5.753	23.3872	-0.0254	0.0434	-0.0128
O	3.4935	7.9438	23.2631	0.0529	-0.0324	0.0201
Si	4.0511	-0.6358	10.1873	-0.0174	0.0122	0.0463
Si	-12.9391	3.8395	20.0814	0.0062	-0.007	-0.0429
Si	12.6815	2.8842	21.9198	0.0181	-0.0206	-0.0762
Si	13.554	-1.2963	19.6998	-0.0039	-0.0103	-0.0177
Si	20.455	11.9358	19.1805	-0.0002	0.0037	-0.0059
Si	4.2784	2.3967	17.7614	-0.008	-0.0114	0.024
Si	-8.7359	-6.6547	16.5853	-0.0106	-0.007	0.0077
Si	0.3137	4.9024	12.712	0.0016	-0.0203	0.0243
Si	8.7318	9.1306	18.7781	0.0021	0.0125	0.0079
Si	6.4306	9.5538	13.6348	0.0025	0.008	-0.0027
Si	10.8334	-1.1694	20.3906	0.0463	-0.0033	-0.0471
Si	0.5257	0.0683	12.1819	0.0132	0.0249	0.0204
Si	-1.2951	-8.5534	13.5171	-0.0223	-0.0146	-0.0019
Si	0.9367	4.5608	19.327	-0.0077	0.0133	-0.007
Si	17.2071	10.9219	21.8522	-0.0086	0.0219	-0.0711
Si	6.6531	-2.3833	10.7939	0.0039	0.0174	0.0681
Si	1.6103	6.8765	14.9373	0.0066	0.0037	0.0021
Si	3.0297	-4.3555	19.6753	-0.0139	0.0157	-0.0176
Si	-4.0243	12.4149	12.2881	-0.0168	-0.0047	0.0244
Si	-0.9856	3.5574	22.7819	0.0201	-0.0008	-0.0793
Si	5.709	5.8071	9.7411	-0.0017	-0.0064	0.0652
Si	4.1868	8.2719	15.4025	0.0104	0.01	-0.0013
Si	4.4078	6.8821	22.3623	-0.0122	0.0006	-0.0197
Si	8.989	10.1846	22.7768	0.005	-0.0081	-0.0711
Si	7.8883	10.9132	9.6714	-0.0302	-0.0334	0.1237
Si	3.1122	1.4693	11.8346	0.0021	0.0047	0.0306
Si	6.3733	8.2269	20.2371	-0.0031	0.0031	-0.0264
Si	-6.2462	3.7654	11.9168	-0.0148	-0.0247	0.027
Si	12.0817	-1.8328	10.0499	0.0525	0.0417	0.1006
Si	8.4834	10.001	15.8968	-0.0063	-0.035	-0.0191
Si	2.7952	10.6787	16.8982	0.0033	-0.0064	0.0224
Si	13.5871	3.3763	13.7261	0.0392	-0.0236	0.0024
Si	3.9461	1.2304	20.6171	0.0026	-0.0074	-0.0258
Si	11.1946	6.0453	9.7543	0.0207	-0.001	0.0409
Si	6.969	3.9031	17.8163	0.0138	-0.013	0.0109
Si	-2.0047	1.9244	16.4383	0.0157	-0.0045	0.0146
Si	0.6101	-1.1289	15.0384	-0.0003	0.0086	-0.0096
Si	5.3048	6.5401	17.7675	-0.013	0.0083	0.0192
O	-5.057	2.6794	17.8228	0.0162	0.0077	-0.0048
O	1.6948	14.7865	20.5967	-0.0034	-0.002	0.0259
O	2.106	10.3781	18.3466	0.006	0.0048	-0.0058
O	3.7945	1.0445	16.9535	0.0039	-0.0023	-0.0073
O	-1.3884	6.8861	24.4121	-0.0102	0.0094	0.0015
O	14.9687	-6.724	13.3758	-0.0208	-0.0009	0.0054
O	3.6029	20.2781	16.4783	-0.0006	0.0052	-0.0022
O	7.5925	-6.6484	19.2913	-0.0027	-0.0003	0.0035
O	8.1686	9.0219	23.6011	0.0289	0.004	0.0115
O	0.7845	8.2138	15.3974	-0.0044	-0.0035	0.0006
O	2.7147	-1.5411	10.3849	-0.0447	-0.0085	-0.0339
O	1.5796	3.8936	12.6035	-0.0184	0.0146	-0.0174
O	3.6797	3.7217	17.0144	-0.0043	0.0056	-0.003
O	-4.2425	7.0305	10.2044	0.0071	-0.0062	-0.0398
O	0.9993	-3.4607	10.0165	-0.0183	-0.0257	-0.0514
O	5.447	1.3056	21.2957	-0.0023	-0.0032	0.0319
O	-2.8139	-7.6302	16.8093	-0.0185	0.0019	-0.0001
O	8.9919	4.2538	21.6501	-0.0012	-0.0033	0.039
O	0.1672	2.5431	22.2074	-0.0007	0.0012	0.051
O	18.9331	9.4485	10.4262	-0.0063	0.0277	-0.0492
O	11.9142	-0.8093	13.4807	-0.0101	-0.0085	0.0098
O	8.9107	13.1552	20.0338	-0.0011	0.0034	0.0133
O	9.8512	2.2003	15.1251	0.0045	0.0023	0.0128
O	-0.5337	1.2089	12.6617	0.0019	0.0004	-0.0071
O	0.7463	-4.8299	13.7622	0.0099	0.0162	-0.0013
O	1.4182	-1.5217	20.7798	-0.0058	0.0025	0.0087
O	-5.0535	24.5968	12.2132	0.0211	-0.0197	-0.0137
O	-0.9195	3.9457	13.1956	0.0057	0.009	-0.007
O	1.5543	-0.0897	15.8713	-0.0016	0	-0.0076
O	18.9031	0.6027	16.1989	0	-0.003	-0.005
O	-5.6363	-1.6719	10.1899	-0.0062	-0.0108	-0.025
O	9.833	9.4267	21.6138	-0.0247	0.0159	0.0513
O	5.7841	7.7283	18.7907	-0.0006	-0.012	-0.0068
O	8.4163	10.7212	19.1157	-0.001	-0.0113	-0.0092
O	3.4209	6.2327	21.2277	-0.0002	-0.0007	0.0247
O	14.7075	10.5847	20.303	0.0067	0.007	0.0189
O	8.0982	2.158	13.1472	0.0096	-0.0004	-0.0167
O	4.0296	5.8785	18.5819	0.0219	0.002	-0.0046
O	0.1107	9.8352	11.1041	0.0062	-0.0053	-0.0209
O	5.7291	7.409	21.5111	0.0018	0.0069	0.0355
O	1.9273	5.8598	16.2032	0.0017	-0.0035	-0.0054
O	8.1402	2.7706	7.9477	0.0205	-0.0262	-0.0313
O	12.1998	3.8965	17.8601	0.011	-0.0033	-0.015
O	-9.2804	-10.0055	11.3678	-0.0187	-0.0054	-0.0171
O	-4.5195	0.1629	13.1217	0.0091	0.0034	-0.0133
O	20.8594	12.4708	17.6906	-0.0067	0.008	-0.0151
O	14.7637	2.2003	19.3174	0.0048	0.0099	-0.0046
O	1.9376	3.4913	15.1772	0.0059	0.0113	0.0148
O	2.671	1.5981	21.5593	-0.0033	0.0098	0.0256
O	6.3409	5.338	17.3711	0.0063	0.0027	-0.009
O	1.5033	-4.8435	19.3701	0.0059	-0.0043	0.0194
O	-4.0981	10.5703	8.4394	-0.0356	0.0441	-0.0368
O	3.1925	8.1705	19.4048	-0.001	0.0057	0.0137
O	7.6285	-1.6142	14.7038	0.0409	0.0198	0.0415
O	-0.6805	4.5108	19.4001	0.0072	-0.0028	0.0143
O	5.0433	-1.7817	14.3583	-0.0009	-0.0041	0.0099
O	-0.9266	-0.7864	15.3823	-0.0279	-0.0063	0.013
O	5.1211	5.0808	11.081	0.008	0.0195	-0.0439
O	6.1773	9.7733	20.7022	-0.0015	-0.0168	0.0155
O	7.3131	11.9918	10.7556	0.0186	-0.0095	-0.0328
O	4.9932	7.1866	16.3068	0.0024	-0.0003	-0.0065
O	3.0759	7.4674	14.492	-0.0075	-0.0029	-0.0046
O	8.3763	8.9801	17.1886	0.0104	0.0159	-0.0305
O	15.0039	12.3987	24.2942	0.0596	-0.0068	0.0685
O	10.329	-2.0396	19.0819	-0.0236	0.0007	0.0114
O	-0.0978	-5.4602	11.2438	0.0005	0.0035	-0.0297
O	3.5828	2.8584	11.0848	0.0079	0.0093	0.0083
O	2.7108	2.7207	8.1113	-0.1653	0.0604	-0.0957

Results
free energy: -137506.743 eV
free energy less fixed offsets of O -568.88, Si -635.61 eV per atom: 1.957 eV

The program warned: the cutoff lies below the one the program advises for these potential files; the forces do not sum to zero within the program's tolerance; the exchange-correlation potential is rough where the density is thin.
